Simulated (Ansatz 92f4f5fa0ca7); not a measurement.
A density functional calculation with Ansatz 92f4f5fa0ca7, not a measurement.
Periodic cell of 186 atoms, Si104O82, from a study of silicon, its oxide and their interface. The atomic structure is a simulated model.
This geometry differs little from another in the collection (a relaxation step or a small displacement).

Settings: functional r2SCAN; potential files Ansatz norm-conserving; basis plane waves; wave-function cutoff 1300 eV; density cutoff ratio 4; exchange-correlation grid ratio 1; k mesh 2 x 2 x 1, shifted by 0.5 0.5 0.5 of a step; self-consistency stop 5e-08 eV per atom in the density residual; occupations Fermi-Dirac, 0.05 eV; spin none; net charge 0.

Cell vectors (angstrom)
a  11.5403  0  0
b  0  11.5403  0
c  -3.4746  -2.9189  24.1035

Atoms and the computed forces on them: element, x, y, z (angstrom), force x, y, z (eV/angstrom)
Si  1.0826  4.3308  0.4045  -0.242  -0.2189  -0.5991
Si  0.9106  9.6669  0.2139  -0.3123  0.3413  -0.6169
Si  1.0641  12.774  0.7119  -0.1889  0.0412  -0.7269
Si  4.6339  4.5626  0.2015  -0.1854  -0.1075  -0.0543
Si  5.2  8.9019  0.2221  -0.0228  -0.2131  -0.1108
Si  4.9797  12.9281  0.1443  -0.1879  0.366  -0.0249
Si  8.7378  4.9036  0.7451  0.0979  -0.0182  -0.757
Si  8.9157  7.9534  0.3205  0.1419  -0.0901  -0.8055
Si  8.88  13.3851  0.4881  0.143  0.1894  -0.6524
Si  2.927  4.8258  1.7965  -0.0131  -0.0103  -0.313
Si  3.0138  8.9197  1.3586  0.0669  0.1504  -0.159
Si  3.1216  12.6316  1.7245  0.2993  0.2149  -0.3837
Si  6.6314  4.9653  1.7182  -0.1018  -0.1559  -0.3864
Si  6.985  8.5492  1.6471  0.1173  0.104  -0.0886
Si  6.8705  12.6624  1.5941  0.0869  0.0834  -0.2234
Si  10.7703  4.9314  1.8381  0.158  -0.1969  -0.3276
Si  10.7309  8.8251  1.6628  -0.1241  -0.021  0.0014
Si  10.6547  12.7776  1.9351  -0.1482  0.0421  -0.2104
Si  2.9659  6.9432  2.8822  0.0787  0.0738  -0.2352
Si  3.0538  10.681  2.9806  -0.113  0.081  0.1629
Si  3.0499  2.9587  3.1711  0.1149  -0.2606  0.164
Si  6.7994  6.8167  3.1405  -0.0252  0.0943  0.0888
Si  6.9344  10.6206  2.9161  -0.1651  0.0334  -0.2098
Si  6.778  3.0021  3.0586  -0.2366  -0.1083  -0.051
Si  10.814  6.9279  3.0615  0.1179  0.1071  0.2106
Si  10.5925  10.7199  3.0701  -0.1395  -0.0213  0.0953
Si  10.7224  3.0952  3.2572  0.1535  -0.0147  0.4272
Si  1.1683  6.9171  4.4127  -0.2449  -0.0151  0.0458
Si  1.0626  10.7335  4.3512  0.0442  -0.1604  -0.1
Si  1.1234  2.9885  4.5364  -0.1285  0.0965  -0.1459
Si  4.8299  6.8974  4.4009  0.0725  -0.0155  0.0613
Si  4.9855  10.6698  4.3446  -0.0214  -0.0656  -0.0307
Si  4.9431  2.9609  4.5338  0.0296  0.1426  -0.0742
Si  8.8079  6.8977  4.3943  0.0082  0.0198  -0.0353
Si  8.7152  10.7036  4.4412  0.2231  -0.0005  0.047
Si  8.7102  3.0495  4.4399  0.0403  0.0929  -0.059
Si  1.137  4.9752  5.7524  0.2431  0.0956  0.2301
Si  1.1021  8.8382  5.7768  -0.1355  0.1402  -0.0953
Si  0.9759  12.5907  5.818  -0.0151  0.001  0.0814
Si  4.9244  4.9534  5.7763  -0.186  0.0106  0.287
Si  4.7905  8.8097  5.8011  0.0332  0.0681  -0.0832
Si  4.9893  12.5429  5.8329  -0.0538  -0.1003  -0.075
Si  8.7556  4.9889  5.7279  -0.0393  -0.1883  0.3531
Si  8.7839  8.8072  5.831  -0.0022  0.0858  0.057
Si  8.6903  12.6405  5.7652  0.0332  -0.0521  -0.0369
Si  3.0118  4.9749  7.1832  0.1551  -0.0112  -0.337
Si  2.8804  8.8121  7.2994  0.0644  -0.1941  0.2014
Si  2.9614  12.4655  7.0327  -0.0594  0.042  -0.179
Si  6.8749  4.9165  7.1558  0.1277  0.099  -0.4877
Si  6.7523  8.8818  7.0512  -0.0188  -0.1535  -0.0857
Si  6.9174  12.6162  7.2737  0.0428  0.3562  0.1352
Si  10.7039  4.9999  7.0339  -0.1316  0.0048  -0.39
Si  10.7859  8.8876  7.2175  0.017  0.0006  0.0172
Si  10.5221  12.6479  7.2143  0.0244  0.0386  -0.0195
Si  2.9836  6.8409  8.7072  0.3451  -0.0193  0.436
Si  2.728  10.7767  8.6147  -0.0556  0.1379  0.2298
Si  3.0471  2.8589  8.2402  0.2282  0.1103  0.2873
Si  6.9073  6.9576  8.2851  -0.159  -0.0994  0.2024
Si  6.7598  10.6727  8.5713  -0.0142  -0.0457  0.2718
Si  7.0169  3.0543  8.6823  -0.0382  -0.0009  0.4474
Si  10.8549  6.8535  8.4387  0.0821  -0.1117  0.1275
Si  10.5724  10.7982  8.7195  -0.1284  -0.1628  -0.0349
Si  10.5937  3.1517  8.4509  -0.1478  0.1098  0.1818
Si  1.0656  6.0108  9.8972  -0.0273  -0.0629  0.6738
Si  0.8512  11.4703  10.1258  -0.2391  0.2773  0.6296
Si  1.1106  2.9388  9.4422  0.0619  -0.0377  0.6535
Si  5.2019  6.3241  9.7363  -0.2553  0.0258  -0.0009
Si  4.704  10.9651  9.7562  -0.147  -0.5098  0.3007
Si  4.8816  3.2519  9.7106  0.1592  0.1446  -0.2676
Si  8.83  7.0372  9.5276  0.0014  0.2331  0.6324
Si  8.6134  10.1415  9.9804  0.062  -0.2931  0.7128
Si  8.9531  3.9321  10.111  0.1117  -0.0232  0.5711
Si  8.7172  3.9412  13.1558  -0.09  0.0106  0.448
Si  7.4312  11.3964  12.6002  0.1394  0.0077  0.4266
Si  11.0565  8.5438  14.4436  -0.1612  -0.1502  0.1774
Si  8.5133  6.6851  14.3048  0.0449  0.0907  0.0757
Si  6.6021  6.7726  16.9445  0.0756  0.0251  0.005
Si  2.7736  1.5956  14.1361  -0.1409  0.1463  0.1808
Si  4.971  -2.0187  12.3818  0.0347  -0.0399  0.1741
Si  9.3868  1.2061  14.4266  0.0237  0.0506  0.2817
Si  0.2697  11.3737  13.2103  -0.0179  0.1394  0.4225
Si  6.4187  5.6759  12.655  -0.0906  0.0216  0.428
Si  5.3597  9.7062  17.3103  0.2887  0.2618  -0.0949
Si  10.6028  0.4468  17.1809  -0.0663  0.0245  -0.0782
Si  4.222  6.9702  13.5283  -0.1561  -0.2269  0.3625
Si  6.9604  10.4545  19.5326  0.023  0.1164  -0.1097
Si  3.8658  9.4893  14.9594  0.0065  0.0894  0.0614
Si  1.7135  2.1292  16.7891  0.0129  -0.0474  0.1104
Si  3.5653  5.8593  16.8711  0.0021  -0.1025  -0.0914
Si  1.2  6.4711  12.9296  0.018  0.0452  0.3034
Si  2.0048  4.0268  18.9033  -0.0481  -0.0763  -0.1548
Si  5.4985  9.0066  21.8105  0.1765  0.1096  -0.2654
Si  1.465  5.483  21.4153  -0.1336  -0.0897  -0.4136
Si  2.5994  8.8456  17.3078  -0.2003  -0.0085  0.1236
Si  -0.2444  8.9743  17.3485  -0.1138  -0.0773  0.03
Si  6.9256  6.2712  22.0743  0.0231  -0.2036  -0.3519
Si  10.82  4.4292  19.9332  -0.2293  0.1897  -0.3214
Si  9.3215  8.6139  19.4871  -0.016  -0.1167  -0.1612
Si  -0.9047  2.061  22.0466  0.0315  0.0315  -0.1664
Si  2.4874  8.1271  22.3156  0.0107  0.0532  -0.2014
Si  -3.3044  5.9292  19.5925  0.0909  -0.1567  -0.0615
Si  1.8314  4.2802  14.8106  -0.04  0.0474  0.036
Si  -1.8946  11.4777  20.0859  -0.1511  0.0234  -0.15
Si  5.036  1.6351  11.9952  0.0869  -0.043  0.4275
O  -3.5456  11.58  20.1023  0.2994  -0.2968  -0.0473
O  1.0156  2.7175  -0.1109  0.0897  0.1077  0.6817
O  -1.443  12.2345  18.7031  0.0102  -0.2313  0.1187
O  0.261  9.0768  -1.1934  0.1017  0.1818  0.3026
O  -4.1071  6.2467  18.2317  -0.0148  0.0807  0.1417
O  9.3975  4.8377  19.2824  0.1348  0.1158  0.2838
O  8.8648  2.714  14.1939  0.0662  0.0635  -0.4054
O  5.0778  7.9459  -1.1338  0.0378  0.4721  0.3484
O  5.8926  10.3168  -0.3183  -0.0998  -0.3464  -0.2121
O  1.5532  9.426  22.6671  0.1953  -0.1186  0.5719
O  4.9319  14.5377  -0.1216  -0.0095  0.0831  0.0376
O  2.8027  7.259  17.1378  0.0972  0.1007  0.0044
O  8.8763  6.3307  -0.1407  -0.0813  0.3627  0.7825
O  0.9638  11.3218  -0.1487  0.089  -0.4595  0.6141
O  -0.0963  5.5457  20.9465  0.2303  -0.2838  0.0091
O  8.7886  3.4368  -0.0833  -0.0261  -0.3137  0.7829
O  -0.9313  3.1008  20.8177  0.0325  -0.1163  0.2456
O  2.2649  4.381  20.489  -0.2818  0.1809  -0.0039
O  5.1952  5.9322  16.8299  -0.0443  0.2095  0.0371
O  0.6484  6.4741  11.4195  0.1365  -0.0876  -0.388
O  -0.0559  8.1807  15.9639  -0.0079  0.2281  -0.037
O  10.7155  1.0065  13.506  0.0217  -0.2057  -0.0801
O  8.2641  11.6599  13.9675  -0.0581  0.0381  -0.424
O  6.3914  10.1674  12.8047  -0.1547  0.1351  -0.2305
O  5.8971  5.9195  11.1631  -0.0252  0.2414  -0.2746
O  4.5589  0.763  10.6982  0.1116  -0.178  0.0215
O  1.6859  12.0097  13.7121  -0.0414  0.0132  -0.1035
O  1.2063  9.1367  18.082  0.0136  -0.0598  -0.2923
O  4.5921  -1.8048  10.8448  0.1551  0.3357  -0.1409
O  7.6373  6.6115  15.6879  -0.0698  0.0152  -0.091
O  9.5421  7.9475  14.2758  0.1521  -0.0924  -0.0424
O  8.7957  5.5839  10.3604  -0.0228  -0.3581  -0.2407
O  7.4461  6.8704  13.0942  -0.0174  -0.3494  -0.115
O  -0.317  10.1179  14.0855  0.1417  0.1106  -0.248
O  5.0565  10.2353  15.7903  -0.3509  -0.3306  0.1094
O  5.1474  5.66  13.6899  0.1476  0.3735  -0.4371
O  2.271  2.5259  18.2806  -0.1714  0.2998  -0.1448
O  7.1411  4.2444  12.8701  0.1471  0.1968  -0.1854
O  4.8403  3.1295  11.3823  0.0461  -0.1782  -0.4711
O  0.4656  10.912  11.6555  0.2906  0.1751  -0.4675
O  2.3641  3.1377  13.7765  0.015  -0.177  0.2491
O  8.7368  8.5024  10.3966  0.0607  0.1571  -0.7266
O  2.8083  6.5862  12.8799  0.0442  0.0437  0.0332
O  -1.2789  8.1332  18.2544  -0.02  0.2723  0.1058
O  9.2955  5.2726  13.9596  -0.2663  -0.1071  -0.3682
O  7.8656  9.1845  19.0714  0.0898  0.1668  0.225
O  1.0315  1.5724  10.4162  -0.0723  -0.3346  -0.5549
O  8.4573  11.0145  11.3934  -0.0232  -0.2759  -0.46
O  5.8389  10.0865  20.6436  0.1197  -0.2955  0.1622
O  6.5004  7.7598  21.5864  -0.0643  -0.027  0.1818
O  0.8433  5.2281  13.9326  0.2126  0.1239  -0.1821
O  0.5914  7.8245  13.5154  0.0029  -0.119  -0.0423
O  1.2753  4.3841  10.2423  -0.1947  0.368  -0.4506
O  6.1602  10.8393  18.1598  0.0116  -0.4165  0.1497
O  1.1082  3.4716  16.0386  0.2914  -0.1379  -0.1026
O  9.326  3.4918  11.694  -0.1839  0.1729  -0.5922
O  2.4992  9.5958  15.8344  0.4038  -0.1606  0.0395
O  4.9936  7.9266  12.4762  -0.0909  0.1117  0.1211
O  10.0685  9.8834  20.1938  -0.2495  0.1838  -0.1499
O  1.3456  5.2154  -0.9886  0.1319  -0.3679  0.3543
O  6.5852  12.7554  12.2776  -0.2084  -0.0273  -0.1698
O  0.3777  4.2494  18.7296  0.2092  -0.0237  0.328
O  4.1728  1.3573  13.3481  0.1952  0.068  -0.4636
O  10.6228  -1.1515  16.9913  0.1479  -0.0024  0.1043
O  3.935  8.5893  21.7675  -0.1377  -0.0493  0.2694
O  -4.3579  5.3946  20.7175  0.1404  0.3901  0.2406
O  3.8161  -1.4923  13.4393  0.3406  -0.2681  -0.0997
O  3.017  5.196  15.4757  -0.1259  -0.0414  0.0322
O  2.8807  1.5369  15.7862  -0.2619  0.1285  -0.1742
O  3.9191  9.442  18.0549  0.0108  -0.117  -0.2907
O  -1.1544  0.6165  21.3399  0.0011  0.2067  0.1115
O  9.6359  1.0537  16.0291  0.1997  -0.1263  -0.1023
O  3.0585  4.9474  18.103  -0.1484  -0.0166  -0.0131
O  4.1691  7.8705  14.8838  -0.1091  0.1012  -0.3841
O  4.7653  4.8224  9.2819  -0.1394  -0.0862  0.5075
O  9.2822  12.532  -0.8426  -0.1927  0.1062  0.1143
O  -2.5338  7.2271  20.2525  -0.1503  -0.0056  -0.1323
O  1.9748  7.0243  21.2351  0.0579  0.0257  0.3459
O  0.5491  1.0359  16.9772  0.0225  0.067  -0.0277
O  9.1306  8.6712  -1.1552  -0.0025  -0.091  0.2916
O  0.5258  2.1836  22.848  0.0604  -0.17  0.4109
O  6.1973  8.3309  17.1323  -0.162  -0.0005  0.0956

Results
free energy: -50298.009 eV
free energy less fixed offsets of O -463.61, Si -117.95 eV per atom: -15.189 eV
pressure: -1.65 GPa
stress xx, yy, zz, yz, xz, xy (GPa, positive in tension): 1.17, 1.82, 1.97, 0.18, -0.45, 0.38
